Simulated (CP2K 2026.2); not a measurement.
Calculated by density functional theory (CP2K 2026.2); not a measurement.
Periodic cell of 504 atoms, Si360O144, from a study of silicon, its oxide and their interface. The atomic structure is a simulated model.
Doubt: the forces sum to 3.47 eV/angstrom along one axis rather than to zero, so they err by at least 0.0069 eV/angstrom per atom on average; the grid cutoff is modest.

Settings: functional PBE; method Gaussian and plane waves; basis set DZVP-MOLOPT-SR-GTH; pseudopotentials GTH-PBE; grid cutoff 350 Ry, relative cutoff 50 Ry; k points Gamma only; occupations fixed; spin none; net charge 0.

Cell vectors (angstrom)
a 16.32 0 0
b 0 16.32 0
c -6.3759 -7.8402 34.396

Atoms and the computed forces on them: element, x, y, z (angstrom), force x, y, z (eV/angstrom)
Si 1.1 15.09 0.231 0.081 -0.05 -0.275
Si -2.668 -6.404 34.39 0.13 -0.085 -0.185
Si -4.705 -4.021 34.369 -0.173 0.031 -0.266
Si 4.402 6.714 0.001 -0.039 -0.022 -0.076
Si 1.148 9.732 0.076 0.091 0.104 -0.225
Si 4.621 11.97 0.07 -0.363 0.085 -0.111
Si 0.767 6.905 34.353 -0.064 0.055 -0.101
Si 9.743 1.2 0.138 0.07 0.076 -0.125
Si 0.142 -3.418 34.381 -0.089 0.032 -0.224
Si 9.734 6.64 0.207 0.095 -0.052 -0.43
Si 6.778 9.594 0.153 0.055 0.065 -0.22
Si 9.313 12.475 0.159 0.084 -0.065 -0.102
Si 11.891 15.232 0.097 0.101 -0.025 -0.273
Si 8.844 -6.874 34.352 -0.199 -0.151 -0.434
Si 11.842 4.314 0.199 -0.037 -0.094 -0.286
Si 14.626 7.081 0.029 0.041 -0.1 -0.263
Si 12.435 9.317 0.171 -0.037 0.049 -0.258
Si 15.295 12.001 0.094 -0.079 0.192 -0.334
Si 2.647 0.003 1.503 -0.043 -0.067 -0.24
Si 5.396 2.691 1.229 -0.117 0.094 -0.215
Si 2.763 5.467 1.275 0.209 0.013 -0.146
Si 5.54 8.108 1.498 -0.069 0.139 -0.223
Si 2.805 10.914 1.326 0.103 0.004 -0.255
Si 5.545 13.662 1.381 0.118 -0.064 -0.147
Si 8.177 -0.004 1.412 0.062 -0.083 -0.307
Si 10.832 2.718 1.559 0.036 -0.022 -0.217
Si 8.096 5.461 1.435 0.056 -0.036 -0.162
Si 10.916 8.154 1.544 0.059 0.01 -0.209
Si 8.24 10.859 1.501 -0.04 0.09 -0.243
Si 10.85 13.656 1.49 -0.122 -0.006 -0.196
Si 13.614 -0.046 1.382 -0.119 0.02 -0.167
Si -0.007 2.684 1.246 0.128 -0.087 -0.132
Si 13.562 5.441 1.378 -0.05 0.107 -0.218
Si -0.027 8.154 1.362 -0.138 0.059 -0.111
Si 13.627 10.917 1.405 0.098 -0.086 -0.181
Si -0.03 13.561 1.56 -0.048 -0.054 -0.239
Si 1.291 1.388 2.794 -0.065 0.064 0.175
Si 4.086 4.078 2.711 -0.003 -0.037 -0.071
Si 1.367 6.779 2.682 -0.004 0.001 0.026
Si 4.086 9.498 2.753 -0.018 0.072 0.082
Si 1.454 12.249 2.797 0.141 -0.141 0.084
Si 4.101 14.964 2.754 0.068 -0.079 0.013
Si 6.76 1.379 2.692 0.016 0.025 -0.017
Si 9.425 4.068 2.835 -0.034 0.018 0.157
Si 6.854 6.799 2.884 0.042 0.03 0.171
Si 9.579 9.53 2.872 -0.038 0.01 0.074
Si 6.835 12.259 2.827 -0.004 -0.021 0.077
Si 9.509 14.992 2.867 -0.039 0.02 0.128
Si 12.306 1.371 2.796 0.039 -0.014 0.134
Si 14.971 4.056 2.673 0.017 -0.021 -0.024
Si 12.269 6.766 2.858 -0.017 -0.019 0.196
Si 14.977 9.53 2.795 0.007 -0.007 0.089
Si 12.257 12.267 2.783 -0.012 -0.01 -0.026
Si 14.885 14.916 2.842 -0.065 0.01 0.141
Si -0.038 -0.013 4.17 0.028 0.073 -0.077
Si 2.71 2.743 4.137 -0.023 0.01 -0.097
Si 0.013 5.417 4.07 0.023 0.007 0.042
Si 2.705 8.135 4.112 0.078 0.029 -0.014
Si 0.056 10.879 4.161 -0.032 -0.027 -0.098
Si 2.78 13.613 4.173 -0.076 -0.041 0.023
Si 5.441 0.021 4.118 -0.007 -0.006 0.031
Si 8.087 2.686 4.171 0.058 0.074 -0.01
Si 5.437 5.416 4.161 -0.002 -0.072 -0.05
Si 8.202 8.176 4.229 -0.039 -0.019 0.01
Si 5.439 10.87 4.169 -0.005 0.069 -0.175
Si 8.17 13.609 4.24 0.006 -0.009 -0.146
Si 10.916 0.032 4.194 -0.037 -0.053 -0.096
Si 13.649 2.745 4.149 -0.049 -0.093 -0.003
Si 10.851 5.415 4.195 0.042 0.051 -0.11
Si 13.63 8.163 4.202 -0.007 -0.01 -0.101
Si 10.93 10.908 4.195 -0.017 -0.039 0.028
Si 13.566 13.577 4.227 0.061 0.076 0.026
Si 1.367 -1.378 16.533 0.016 0.041 0.039
Si 4.081 1.334 16.523 0.013 -0.025 0.023
Si 1.349 4.077 16.531 -0.034 -0.003 0.016
Si 4.079 6.808 16.515 -0.011 0.002 0.013
Si 1.362 9.506 16.527 0.029 -0.04 0.035
Si 4.076 12.217 16.529 0.02 0.019 0.026
Si 6.833 -1.362 16.517 -0.029 -0.06 0.048
Si 9.53 1.344 16.539 0.045 0.006 0.045
Si 6.826 4.074 16.506 0.03 0 0.018
Si 9.557 6.808 16.551 -0.015 -0.005 0.038
Si 6.816 9.509 16.528 0.008 0.004 0.001
Si 9.524 12.225 16.538 -0.019 0.021 0.04
Si 12.245 -1.367 16.54 0.004 0.022 0.036
Si -1.364 1.369 16.543 -0.025 0.009 0.035
Si 12.268 4.095 16.561 -0.043 -0.025 0.061
Si -1.376 6.782 16.553 0.03 0.048 0.054
Si 12.269 9.522 16.551 0.001 -0.016 0.05
Si -1.361 12.232 16.558 -0.003 -0.001 0.048
Si 2.703 -0.005 17.913 0.047 -0.071 0.209
Si 5.499 2.668 17.852 -0.081 0.029 -0.034
Si 2.718 5.445 17.876 0.004 0.064 0.044
Si 5.415 8.185 17.893 0.078 -0.032 0.001
Si 2.73 10.838 17.915 -0.027 -0.025 -0.019
Si 5.457 -2.727 17.856 0.021 0.046 0.15
Si 8.19 -0.029 17.933 0.004 0.056 -0.086
Si 10.895 2.717 17.897 -0.038 -0.012 0.115
Si 8.159 5.456 17.888 0.038 -0.061 0.109
Si 10.955 8.139 17.944 -0.05 0.093 -0.027
Si 8.208 10.818 17.915 -0.069 0.035 0.092
Si 10.853 -2.703 17.91 0.07 -0.085 -0.027
Si -2.704 -0.015 17.913 -0.047 0.014 0.091
Si -0.027 2.746 17.925 0.09 -0.044 0.059
Si -2.717 5.451 17.99 0.026 -0.011 -0.03
Si -0.009 8.152 17.898 -0.029 -0.03 0.1
Si -2.733 10.896 17.958 0.023 -0.03 0.09
Si 0.027 -2.743 17.919 -0.04 0.045 -0.029
Si 1.308 1.367 19.297 -0.015 -0.099 -0.176
Si 4.128 4.051 19.144 0.046 -0.09 -0.205
Si 1.343 6.788 19.287 -0.005 0.021 -0.01
Si 4.056 9.483 19.333 -0.014 -0.018 -0.006
Si 1.371 -4.137 19.275 0.016 0.047 -0.069
Si 4.129 -1.361 19.275 -0.091 0.067 -0.124
Si 6.846 1.346 19.282 -0.05 -0.056 0.03
Si 9.535 4.101 19.267 0.046 0.035 -0.203
Si 6.783 6.84 19.242 0.001 0.038 -0.158
Si 9.622 9.492 19.325 0.017 0.008 -0.095
Si 6.784 -4.139 19.218 -0.053 -0.045 -0.15
Si 9.518 -1.386 19.341 -0.009 0.015 0.018
Si 12.237 1.34 19.293 -0.026 0.006 -0.116
Si -1.343 4.107 19.364 0.024 0.003 -0.023
Si 12.276 6.819 19.403 0.019 0.045 0.062
Si -1.346 9.51 19.314 0.02 -0.036 -0.099
Si 12.178 -4.041 19.313 -0.03 -0.014 -0.122
Si -1.332 -1.381 19.288 0.109 0.116 -0.095
Si -0.018 -0.022 20.725 0.058 0.059 0.306
Si 2.752 2.771 20.509 -0.036 -0.102 0.311
Si 0.037 5.453 20.761 0.085 0.01 0.202
Si 2.658 8.151 20.718 0.005 0.001 0.273
Si 0.021 10.879 20.682 -0.074 -0.035 0.167
Si 2.789 -2.838 20.59 0.15 0.129 0.144
Si 5.482 0.042 20.689 -0.079 -0.09 0.277
Si 8.172 2.743 20.628 0.04 0.007 0.197
Si 5.393 5.432 20.509 -0.028 0.039 0.167
Si 8.214 8.122 20.621 -0.047 -0.038 0.169
Si 5.427 10.86 20.66 0.062 0.09 0.309
Si 8.12 -2.818 20.605 -0.065 -0.055 0.179
Si 10.868 -0.006 20.721 0.095 0.073 0.088
Si -2.715 2.71 20.67 -0.102 -0.075 0.156
Si 10.866 5.44 20.71 -0.106 -0.077 0.184
Si -2.647 8.179 20.797 0.119 0.027 0.119
Si 10.904 10.906 20.766 -0.112 0.023 0.228
Si -2.745 -2.684 20.625 0.002 0.052 0.264
Si 1.731 -1.214 21.845 -0.248 -0.015 0.242
Si 3.823 1.256 21.94 0.103 0.002 0.191
Si 1.641 4.189 21.993 0.052 0.045 0.041
Si 3.77 6.425 21.899 0.009 -0.087 0.347
Si 1.172 9.412 22.144 0.071 0.03 0.188
Si 4.286 -3.916 22.093 -0.07 -0.011 0.167
Si 6.526 -1.711 21.907 0.091 0.104 0.059
Si 9.758 1.643 21.99 -0.22 -0.088 0.43
Si 6.935 4.322 21.863 -0.1 0.002 0.364
Si 9.202 6.493 22.039 0.099 0.132 0.365
Si 7.042 9.684 21.896 -0.029 -0.078 0.284
Si 9.165 -4.356 22.065 0.116 0.069 0.174
Si -3.804 -1.079 22.031 -0.091 -0.132 0.273
Si -1.618 1.18 22.085 0.156 -0.141 0.14
Si 12.017 3.834 21.992 0.103 0.119 0.306
Si -0.971 7.111 22.145 -0.143 -0.14 0.214
Si -3.723 9.853 22.074 -0.15 0.033 0.388
Si -1.562 -4.233 21.933 0.069 0.117 0.235
Si 8.214 -1.953 31.534 -0.187 0.029 -0.395
Si -3.875 2.65 27.372 0.051 -0.122 0.245
Si 8.156 4.203 29.026 -0.021 0.009 -0.114
Si 1.506 8.016 28.791 0.033 -0.023 -0.258
Si -1.055 -2.874 24.691 -0.034 0.048 0.517
Si -3.728 -1.066 30.006 0.232 -0.191 -0.431
Si 1.04 -0.871 24.678 0.055 -0.155 0.638
Si 5.213 8.244 23.994 0.261 -0.204 0.228
Si -3.23 -0.297 27.217 0.105 -0.018 0.189
Si 3.05 10.583 24.349 0.006 0.159 0.353
Si 0.367 2.168 24.198 0.023 0.002 0.312
Si -2.494 3.953 31.619 0.004 0.069 -0.544
Si -2.799 10.063 27.346 0.033 0.123 0.271
Si -3.286 0.947 32.266 0.01 -0.044 -0.368
Si 5.166 4.665 29.894 0.075 0.136 -0.388
Si 6.385 3.626 24.767 0.058 0.14 0.525
Si -1.713 4.536 28.718 -0.047 0.018 -0.194
Si 6.749 -0.703 24.642 -0.046 -0.002 0.592
Si 3.156 -0.603 26.894 0.207 -0.159 0.317
Si -4.049 -2.154 24.952 0.186 0.179 0.542
Si -1.457 7.544 27.716 -0.041 -0.105 0.269
Si 9.91 -4.078 25.035 -0.075 -0.061 0.5
Si 4.292 2.854 32.304 0.116 0.11 -0.245
Si 11.493 9.532 25.004 0.033 0.13 0.515
Si 6.258 6.964 31.539 -0.033 -0.055 -0.565
Si 3.185 -3.946 29.949 0.134 0.244 -0.377
Si 4.492 1.326 24.884 0.018 -0.191 0.484
Si 10.109 6.853 25.054 -0.176 -0.084 0.447
Si 0.253 8.45 31.56 0.116 -0.077 -0.54
Si 0.496 4.13 26.558 0.086 0.25 0.45
Si 5.917 -3.962 31.629 -0.055 0.148 -0.441
Si 5.983 -2.024 27.18 -0.27 -0.016 0.304
Si -2.694 8.547 31.49 -0.122 0.091 -0.472
Si 8.651 1.583 24.932 0.058 0.158 0.398
Si 1.77 -1.061 29.534 0 -0.154 -0.349
Si -3.98 4.594 25.026 -0.177 -0.106 0.475
Si 2.486 -5.585 27.549 -0.163 -0.051 0.293
Si 8.856 5.378 31.558 0.046 -0.213 -0.365
Si 8.148 -3.832 27.603 -0.109 -0.093 0.224
Si 8.25 6.848 27.509 0.024 0.036 0.342
Si -1.356 6.146 25.162 0.14 0.033 0.499
Si -0.379 -4.453 27.161 -0.126 0.033 0.315
Si -4.405 -5.779 29.677 -0.03 -0.1 -0.31
Si 3.052 5.404 27.771 0.044 0.015 0.078
Si 5.658 6.348 26.298 -0.162 -0.226 0.46
Si 9.627 1.745 27.709 -0.023 0.118 0.331
Si -4.517 6.053 31.882 -0.095 -0.097 -0.421
Si 2.176 0.579 32.233 -0.082 -0.165 -0.262
Si 1.584 -5.234 32.288 0.175 -0.038 -0.318
Si 9.102 9.639 28.911 -0.027 0.028 -0.285
Si -1.212 -1.907 28.701 0.069 0.045 0.015
Si -5.523 -3.291 31.362 0.09 -0.039 -0.613
Si 8.285 -0.994 28.721 -0.061 0.044 -0.196
Si 7.4 -6.574 31.463 0.003 -0.135 -0.513
Si 1.372 14.963 5.523 0.014 0.007 -0.031
Si 4.072 1.366 5.512 -0.008 0.014 -0.074
Si 1.358 4.099 5.513 0.019 -0.027 -0.06
Si 4.071 6.793 5.513 -0.029 -0.012 -0.034
Si 1.382 9.495 5.533 -0.011 0.012 -0.043
Si 4.101 12.238 5.557 0.018 -0.028 -0.033
Si 6.786 14.993 5.55 0.028 -0.034 -0.048
Si 9.511 1.37 5.543 0.024 0.008 -0.033
Si 6.775 4.064 5.557 -0.035 -0.019 -0.005
Si 9.536 6.794 5.584 0.02 0.014 0.007
Si 6.804 9.527 5.559 0.014 0.005 -0.01
Si 9.547 12.24 5.578 -0.011 0.056 -0.019
Si 12.233 14.967 5.583 -0.028 -0.022 -0.027
Si 14.966 1.37 5.55 -0.01 -0.007 -0.019
Si 12.253 4.07 5.537 -0.024 -0.003 -0.03
Si 15.004 6.771 5.516 -0.041 0.036 -0.051
Si 12.266 9.527 5.568 0.039 -0.013 -0.023
Si 14.99 12.228 5.543 0.009 -0.009 -0.03
Si 2.723 0.007 6.901 -0.014 -0.007 -0.006
Si 5.42 2.708 6.92 0.012 0.029 0.029
Si 2.718 5.444 6.901 -0.001 0.015 0.026
Si 5.433 8.149 6.906 0.017 0.016 -0.013
Si 2.731 10.867 6.911 0.009 0.011 0.004
Si 5.447 13.612 6.924 -0.013 0.001 0.015
Si 8.162 0.01 6.927 0.008 -0.018 -0.007
Si 10.884 2.721 6.917 -0.003 0.002 -0.012
Si 8.151 5.427 6.923 0.018 0.002 0.005
Si 10.902 8.163 6.936 -0.018 -0.007 0.001
Si 8.17 10.881 6.933 -0.006 -0.011 -0.006
Si 10.886 13.606 6.954 -0.004 0.003 0.017
Si 13.609 0.011 6.93 -0.012 0.011 0.005
Si 0.016 2.732 6.904 0.004 -0.028 0.025
Si 13.622 5.435 6.901 -0.019 0.007 -0.009
Si 0.021 8.14 6.907 0.025 -0.012 0.015
Si 13.632 10.881 6.931 0.01 -0.032 0.018
Si 0.02 13.603 6.91 -0.01 -0.012 -0.015
Si 1.368 1.366 8.282 0.014 0.013 -0.002
Si 4.07 4.081 8.287 -0.002 -0.031 -0.007
Si 1.373 6.795 8.294 0.006 0.007 0.002
Si 4.087 9.512 8.29 0.005 0 -0.003
Si 1.372 12.234 8.284 -0.016 -0.013 0.005
Si 4.077 -1.352 8.288 0.003 -0.018 0.003
Si 6.796 1.364 8.297 0.002 0.003 -0.004
Si 9.524 4.078 8.293 0.018 0.02 0.006
Si 6.794 6.794 8.289 -0.007 -0.014 0.001
Si 9.53 9.517 8.301 -0.002 -0.01 0.013
Si 6.808 12.249 8.297 0.031 0.02 0.004
Si 9.517 -1.352 8.308 -0.004 -0.023 0.005
Si 12.242 1.364 8.297 -0.027 -0.038 0.007
Si -1.347 4.078 8.286 -0.007 -0.008 -0.004
Si 12.266 6.793 8.289 0.009 0.028 0.001
Si -1.336 9.504 8.289 -0.031 0.01 -0.004
Si 12.262 12.24 8.302 0.001 0.016 0.004
Si -1.344 -1.359 8.288 0.02 0.013 0.005
Si 0.013 0.003 9.661 -0.009 -0.009 -0.002
Si 2.722 2.719 9.667 -0.005 0.003 0.001
Si 0.009 5.436 9.665 -0.004 0.002 0
Si 2.73 8.154 9.669 -0.001 0.005 0.003
Si 0.014 10.874 9.663 0.013 0.002 -0.001
Si 2.725 13.598 9.661 0.003 0.007 0
Si 5.441 -0.001 9.67 0.013 -0.005 -0.005
Si 8.164 2.719 9.669 -0.005 -0.01 0.001
Si 5.438 5.433 9.666 0.007 0.013 -0.003
Si 8.164 8.152 9.662 0.005 0.009 0.006
Si 5.448 10.877 9.662 -0.005 -0.011 -0.005
Si 8.166 13.601 9.677 -0.005 0.003 0.006
Si 10.887 0.002 9.674 0.001 0.007 0.003
Si 13.611 2.721 9.664 -0.001 0.01 0
Si 10.893 5.439 9.659 -0.011 -0.005 0.001
Si 13.617 8.155 9.665 0.002 -0.014 0.003
Si 10.895 10.878 9.669 -0.004 -0.002 0.005
Si 13.619 13.603 9.67 -0.01 -0.011 0.005
Si 1.366 -1.363 11.039 0 -0.004 0
Si 4.082 1.359 11.044 0.01 0.007 -0.002
Si 1.363 4.075 11.043 0.003 -0.011 -0.003
Si 4.085 6.793 11.047 0.003 0.001 -0.003
Si 1.37 9.515 11.041 0.01 0 0
Si 4.084 12.236 11.035 0.003 0.008 -0.006
Si 6.802 -1.361 11.044 -0.002 -0.008 0
Si 9.526 1.361 11.045 -0.006 -0.005 0.002
Si 6.805 4.079 11.043 0.007 -0.004 -0.003
Si 9.531 6.796 11.036 0 0.005 0.003
Si 6.81 9.516 11.037 0.004 -0.003 -0.001
Si 9.532 12.237 11.042 0.006 0.008 0.004
Si 12.253 -1.36 11.043 -0.004 -0.003 0.004
Si -1.353 1.357 11.039 0.002 -0.004 -0.001
Si 12.25 4.08 11.037 0.001 -0.003 -0.004
Si -1.349 6.795 11.04 -0.003 0.008 0.002
Si 12.255 9.514 11.039 -0.004 0.002 0.005
Si -1.347 12.235 11.04 -0.007 0.006 0.004
Si 2.726 -0.007 12.418 0.001 0.003 0.001
Si 5.445 2.718 12.417 0.008 -0.009 -0.009
Si 2.721 5.433 12.419 -0.001 -0.007 -0.006
Si 5.453 8.154 12.414 -0.002 0.01 -0.002
Si 2.726 10.878 12.413 0.005 -0.002 0.001
Si 5.445 -2.729 12.41 0 0.003 -0.009
Si 8.169 -0.006 12.416 -0.009 0.001 0.001
Si 10.893 2.72 12.413 0.001 0.007 -0.002
Si 8.176 5.434 12.415 -0.019 0.002 -0.001
Si 10.892 8.156 12.412 -0.003 -0.005 0.001
Si 8.173 10.872 12.413 0.008 0 0.005
Si 10.897 -2.727 12.414 -0.006 0.008 -0.003
Si 13.609 0 12.421 0.006 -0.003 0.003
Si 0.004 2.714 12.417 0.001 0.009 -0.005
Si 13.607 5.44 12.413 0.003 -0.003 0.004
Si 0.006 8.157 12.413 0.005 0.001 -0.003
Si 13.612 10.874 12.416 -0.012 0.003 0.002
Si 0.005 -2.721 12.417 0.005 -0.011 -0.002
Si 1.362 1.352 13.792 0.003 -0.008 -0.001
Si 4.083 4.074 13.791 -0.014 0.016 -0.01
Si 1.354 6.792 13.787 0.013 0.012 0.003
Si 4.091 9.518 13.782 -0.005 -0.012 0
Si 1.359 12.231 13.789 0.009 0.023 -0.006
Si 4.087 -1.374 13.786 0.033 -0.021 -0.002
Si 6.809 1.356 13.785 -0.009 0.011 -0.006
Si 9.545 4.08 13.792 0.007 -0.029 -0.001
Si 6.818 6.796 13.788 0.028 -0.019 -0.005
Si 9.537 9.516 13.79 -0.026 0.019 0.002
Si 6.81 12.234 13.781 -0.026 0.013 -0.007
Si 9.537 -1.367 13.785 0.009 -0.013 -0.001
Si 12.248 1.363 13.793 -0.021 0.003 0.001
Si -1.358 4.076 13.786 0.003 -0.003 -0.004
Si 12.252 6.801 13.791 -0.013 0.005 0
Si -1.351 9.513 13.792 0.014 -0.014 0.007
Si 12.252 12.232 13.792 0.015 -0.007 0.004
Si -1.355 -1.363 13.798 -0.016 0.017 -0.003
Si 0.002 -0.001 15.175 0.019 -0.016 0.002
Si 2.72 2.713 15.164 0.03 0.004 0.012
Si -0.011 5.437 15.165 0.01 -0.022 -0.011
Si 2.72 8.159 15.143 0.001 -0.003 -0.015
Si -0.002 10.877 15.172 -0.01 -0.004 -0.007
Si 2.724 -2.735 15.157 -0.021 -0.006 -0.007
Si 5.452 -0.014 15.152 -0.027 0.005 -0.006
Si 8.185 2.708 15.15 -0.018 0.011 -0.005
Si 5.449 5.439 15.154 -0.004 -0.011 0.004
Si 8.185 8.151 15.165 -0.025 -0.004 0.003
Si 5.455 10.873 15.157 0.027 0.02 0.011
Si 8.178 -2.734 15.151 -0.006 0.009 -0.012
Si 10.893 -0.006 15.163 -0.001 0.014 -0.024
Si -2.716 2.729 15.169 0.016 -0.007 -0.009
Si 10.904 5.442 15.174 -0.009 0.003 0.001
Si -2.709 8.156 15.171 -0.001 0.013 -0.03
Si 10.898 10.871 15.172 0.001 0.004 0
Si -2.713 -2.73 15.171 -0.009 -0.004 0.004
O -4.342 9.241 23.482 0.043 0.003 -0.457
O 0.083 8.279 22.683 -0.165 -0.277 -0.424
O 0.905 1.179 33.066 -0.091 0.061 0.443
O -1.459 6.425 23.576 -0.195 0.191 -0.433
O 6.698 -2.533 31.57 0.032 0.145 0.331
O 10.897 2.728 22.486 -0.099 -0.015 -0.252
O 5.378 -2.746 22.545 0.092 0.066 -0.478
O 6.082 3.74 23.17 -0.147 -0.167 -0.445
O -1.212 8.291 30.848 0.099 -0.237 -0.133
O 10.006 8.327 33.842 -0.053 0.133 0.632
O 2.516 -0.223 28.344 -0.058 0.084 0.041
O 8.073 10.81 22.56 -0.032 0.046 -0.388
O -3.567 7.199 31.238 -0.1 -0.002 0.227
O 5.722 7.702 25.426 0.09 0.487 -0.399
O 5.992 6.615 33.105 0.093 0.12 0.612
O -3.989 4.583 31.379 -0.126 -0.044 0.141
O -3.656 -5.195 33.837 0.107 0.06 0.371
O -1.087 1.904 23.493 -0.15 -0.075 -0.314
O 4.458 8.565 33.939 0.075 0.017 0.591
O 5.426 2.1 33.185 -0.12 0.165 0.374
O -1.958 4.758 32.934 0.276 -0.045 0.67
O 7.143 0.38 33.959 -0.096 0.102 0.548
O -4.679 1.217 33.062 -0.121 0.078 0.095
O -2.426 -7.366 33.05 0.105 0.217 0.439
O -2.647 8.603 28.076 -0.039 -0.028 0.006
O 2.786 -5.874 33.188 -0.147 0.073 0.391
O 1.4 8.155 30.419 0.049 0.037 0.372
O 1.106 0.716 24.337 0.033 0.329 -0.045
O -1.307 -5.757 26.985 0.045 0.002 -0.014
O 8.042 5.393 22.515 0.175 0.16 -0.555
O 7.377 -1.183 23.233 0.013 -0.117 -0.338
O -5.218 2.234 28.219 -0.068 0.123 -0.223
O 5.769 -4.365 33.198 -0.177 0.105 0.497
O 8.855 -2.49 28.282 0.244 0.028 0.026
O -0.513 -1.341 24.892 -0.273 0.185 -0.321
O -1.543 4.248 30.318 0.044 -0.303 0.381
O -1.773 -0.993 27.47 -0.05 0.044 -0.265
O -3.487 -5.247 28.431 -0.048 0.063 0.125
O -0.387 4.006 27.93 -0.021 -0.17 0.045
O 11.928 -1.796 23.406 -0.113 0.136 -0.434
O 8.017 -6.453 32.968 0.125 -0.001 0.445
O 2.177 6.577 28.465 0.045 0.171 0.037
O 1.829 5.704 33.943 0.111 -0.123 0.497
O 9.576 -3.641 23.502 0.011 -0.081 -0.287
O 9.188 0.26 28.213 0.17 0.009 -0.115
O -4.223 3.244 25.9 0.119 0.244 -0.382
O 6.74 -5.182 30.95 0.153 0.014 0.006
O 7.737 6.459 31.094 0.175 -0.062 -0.032
O -3.608 10.009 25.956 -0.133 -0.057 -0.362
O 9.78 1.688 26.088 0.111 0.22 -0.527
O 8.756 4.088 30.545 0.206 0.001 0.471
O 2.908 -0.524 33.169 0.103 -0.046 0.473
O -2.623 5.245 25.631 -0.037 -0.065 0.075
O 4.076 9.355 24.18 0.132 -0.026 0.188
O 6.485 8.892 23.231 0.014 0.058 -0.084
O 1.549 -1.751 23.408 -0.096 -0.247 -0.562
O 10.345 -5.643 25.043 -0.259 0.017 -0.012
O 0.014 5.368 25.607 0.037 0.233 -0.242
O -0.165 -3.791 25.701 0.034 -0.034 -0.376
O -3.053 3.742 28.248 0.007 0.097 0.226
O 1.152 3.251 23.265 -0.176 0.288 -0.103
O 3.606 4.033 33.18 0.104 0.089 0.313
O 3.79 1.85 23.511 0.071 0.316 -0.419
O -3.581 0.337 30.792 -0.007 0.347 0.336
O 9.181 1.157 23.467 0 -0.138 -0.668
O -2.745 0.07 22.616 0.088 -0.16 -0.598
O -5.035 -4.55 30.489 -0.333 -0.038 0.273
O -2.604 10.977 22.625 -0.019 0.08 -0.55
O 8.667 8.327 28.048 -0.077 -0.099 -0.336
O 5.202 6.168 30.566 0.127 0.273 0.352
O -0.944 -2.287 33.757 0.116 -0.097 0.597
O -0.661 2.94 34.145 -0.043 -0.045 0.16
O 9.978 3.007 33.938 0.046 -0.042 0.434
O -3.488 -6.589 30.726 0.147 0.062 0.578
O 5.334 0.038 24.347 0.055 0.06 -0.004
O -2.533 2.366 31.974 0.103 -0.181 0.167
O 9.752 7.091 23.486 -0.071 -0.03 -0.564
O 1.712 -0.16 30.867 -0.081 0.329 0.492
O 3.676 -4.441 23.559 0.132 0.126 -0.33
O -1.078 -3.447 28.225 0.1 -0.145 -0.189
O 8.504 -5.27 28.304 0.159 0.204 -0.109
O -2.628 -2.951 25.09 0.017 -0.119 -0.102
O 6.503 -1.953 25.641 0.049 0.21 -0.447
O -4.839 -1.955 30.747 -0.252 -0.049 0.216
O -1.413 7.491 26.077 -0.267 -0.039 -0.379
O 10.903 8.152 25.616 0.022 0.15 0.073
O 1.676 10.135 23.57 -0.197 -0.114 -0.483
O 1.035 -4.9 27.78 0.184 0.243 -0.076
O -0.841 -3.413 23.177 0.272 -0.119 -0.361
O 4.554 -3.754 30.783 0.211 -0.027 0.239
O 8.513 4.937 33.083 -0.205 0.023 0.522
O 8.613 -6.889 30.435 0.056 -0.037 0.485
O 5.355 2.575 25.473 -0.013 0.051 -0.026
O 0.408 -6.334 32.082 -0.055 0.224 0.393
O -5.21 -3.365 32.943 0.122 0.183 0.609
O 6.256 5.051 25.523 -0.017 -0.159 -0.286
O 2.417 9.183 28.082 0.185 -0.058 0.098
O 4.375 -1.689 27.175 0.295 -0.05 -0.034
O 8.813 5.562 28.361 0.122 0.025 -0.001
O -4.521 6.283 33.499 0.066 0.171 0.478
O 8.278 -0.838 30.346 0.075 -0.049 0.299
O -4.194 -0.722 28.475 0.068 0.071 0.013
O 4.423 -2.352 34.051 -0.16 0.084 0.542
O 2.715 5.317 22.607 -0.139 0.016 -0.833
O 0.228 -1.341 29.136 -0.127 -0.141 -0.024
O 4.61 6.962 23.206 0.208 -0.095 -0.357
O 6.245 8.582 31.323 0.108 0.099 0.379
O 10.272 6.145 31.349 -0.05 -0.064 0.036
O 3.486 -4.716 28.522 -0.156 -0.07 0.151
O -3.709 4.366 23.443 0.055 -0.192 -0.609
O -3.942 -0.789 25.845 -0.015 -0.007 -0.522
O 7.895 3.029 24.922 0.042 0.071 -0.216
O -2.411 -0.133 33.134 0.206 -0.346 0.016
O -1.858 6.135 28.432 -0.149 0.021 0.14
O 3.178 1.782 31.812 0.108 -0.028 0.018
O 0.003 8.065 28.187 0.004 0.079 -0.011
O 2.056 4.38 26.981 -0.206 -0.111 0.043
O 8.772 6.691 25.975 0.19 -0.173 -0.365
O 0.944 -3.931 33.024 -0.175 -0.088 0.296
O -2.276 -1.842 29.943 -0.137 0.088 0.244
O 2.138 -4.83 30.813 -0.435 -0.164 0.548
O 2.88 -0.071 22.061 -0.199 -0.131 -0.028
O 6.62 6.714 27.564 -0.132 0.056 0.091
O 8.652 -3.92 26.056 0.209 0.149 -0.338
O 1.981 -1.26 25.968 -0.316 0.069 -0.142
O 0.346 7.468 32.852 0.213 -0.107 0.6
O 2.559 -2.465 29.709 0.147 0.036 0.288
O 9.189 -3.204 31.163 -0.072 -0.027 0.25
O 6.507 -3.524 27.664 0.11 0.219 0.215
O 11.04 5.54 25.255 0.015 -0.013 -0.267
O 2.873 -5.479 25.965 0.046 -0.069 -0.582
O 4.12 6.066 26.741 0.333 -0.021 -0.114
O 6.743 -0.91 28.13 0.088 0.156 -0.108
O 11.116 -3.115 25.571 0.059 0.119 -0.176
O 8.529 2.853 28.197 0.134 -0.214 -0.08
O 0.285 2.755 25.72 -0.059 -0.399 -0.296
O 3.873 4.585 28.909 0.041 -0.194 0.073
O 6.525 4.312 29.058 -0.183 0.158 -0.129
O -2.976 1.305 27.162 -0.115 -0.132 0.068
O 5.014 3.511 31.012 0.065 -0.372 0.398
O 7.689 0.365 25.418 0.011 -0.185 -0.158
O 10.73 9.664 28.967 0.022 -0.183 -0.026
O 3.628 0.781 26.167 0.293 0.186 -0.377
O 8.727 -1.35 32.951 0.213 0.063 0.457

Results
total energy: -101659.371 eV
total energy less fixed offsets of O -438.35, Si -107.03 eV per atom: -6.171 eV
